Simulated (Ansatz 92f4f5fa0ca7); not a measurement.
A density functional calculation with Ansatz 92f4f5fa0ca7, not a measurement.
Periodic cell of 455 atoms, Si304O151, from a study of silicon, its oxide and their interface. The atomic structure is a simulated model.
Doubt: the cutoff is far below the 930 eV that the study's wrapper takes by default for these files, so forces and energies are approximate.
This geometry differs little from another in the collection (a relaxation step or a small displacement).

Settings
functional: PBE
potential files: Ansatz PAW
basis: plane waves
wave-function cutoff: 580 eV
density cutoff ratio: 5
exchange-correlation grid ratio: 1
k mesh: 1 x 1 x 1, Gamma-centred
self-consistency stop: 5e-08 eV per atom in the density residual
occupations: fixed
spin: none
net charge: 0

Cell vectors (angstrom)
a	15.4691	0	0
b	0	15.4691	0
c	4.64	-6.0806	34.1124

Atoms and the computed forces on them: element, x, y, z (angstrom), force x, y, z (eV/angstrom)
Si	12.965	-6.075	23.902	0.026	-0.007	0.034
Si	13.202	-10.134	23.981	0.052	-0.003	0.03
Si	5.239	-6.445	23.448	-0.021	-0.018	-0.013
Si	5.192	-2.061	23.972	-0.002	-0.006	-0.005
Si	4.897	-13.74	23.865	-0.009	-0.004	-0.025
Si	5.183	-9.974	24.07	-0.033	-0.004	-0.015
Si	8.346	-6.095	23.93	0.017	0.004	0.006
Si	7.641	-2.205	23.918	-0.028	0.011	0.015
Si	8.08	-13.86	23.881	0.013	0.013	0.012
Si	8.294	-9.934	24.123	0.034	-0.005	-0.001
Si	12.731	-2.251	23.957	-0.002	-0.001	0.045
Si	12.993	-13.726	24.174	0.022	0.012	0.032
Si	0.012	-6.137	23.8	-0.012	-0.001	-0.006
Si	0.399	-2.248	23.891	0.01	-0.002	-0.006
Si	-0.05	-13.877	24.005	-0.004	0.003	-0.005
Si	0.193	-9.974	23.913	-0.053	0.006	0.019
Si	4.613	-3.974	25.186	-0.018	0.041	0.04
Si	4.621	-0.18	25.227	0.012	-0.026	0.019
Si	4.702	-11.898	25.288	-0.043	0.018	0.012
Si	4.783	-7.991	25.198	-0.001	0.009	0.001
Si	8.396	-4.1	25.172	0.007	0.01	0.01
Si	8.38	-0.323	25.185	0.031	-0.028	0.008
Si	8.544	-11.959	25.258	0.037	-0.004	0.004
Si	8.547	-7.97	25.349	0.019	0.001	0.008
Si	12.426	-4.193	25.264	-0.012	-0.013	-0.007
Si	12.374	-0.28	25.221	-0.012	0	-0.006
Si	12.55	-11.847	25.481	-0.001	-0.004	-0.008
Si	12.48	-8.098	25.069	-0.008	0.014	-0.011
Si	0.671	-4.238	25.135	0.017	-0.005	0.013
Si	0.665	-0.305	25.219	0.026	0.014	0.016
Si	0.711	-11.927	25.174	0.009	0.004	-0.003
Si	0.687	-8.01	25.129	0.004	-0.015	0.001
Si	2.644	-4.131	26.492	0.001	0	-0.006
Si	2.65	-0.251	26.529	-0.02	-0.001	0
Si	2.69	-11.88	26.517	0	0.004	0
Si	2.721	-7.968	26.424	-0.005	0.001	0.013
Si	6.517	-4.172	26.611	0.01	-0.005	0.026
Si	6.525	-0.23	26.65	-0.022	0.006	0.025
Si	6.624	-11.919	26.667	0.01	-0.004	0.069
Si	6.613	-7.97	26.69	-0.011	0.001	0.037
Si	10.397	-4.137	26.507	0.017	0.004	-0.002
Si	10.382	-0.298	26.508	-0.002	0.001	0.001
Si	10.481	-11.9	26.612	-0.005	0.007	0.002
Si	10.556	-8.032	26.533	0.002	-0.002	0.011
Si	14.318	-4.159	26.657	-0.005	-0.002	0.023
Si	14.268	-0.327	26.667	-0.003	-0.003	0.024
Si	14.445	-11.877	26.796	-0.011	0.005	0.024
Si	14.311	-8.046	26.608	0.008	-0.009	0.024
Si	2.708	-6.071	27.877	0	0.006	0.013
Si	2.657	-2.201	27.9	-0.001	-0.007	0.01
Si	2.702	1.67	27.924	0.003	0.001	0.012
Si	2.705	-9.909	27.86	0.008	-0.004	0.004
Si	6.57	-6.055	28.031	0.008	-0.001	-0.016
Si	6.528	-2.209	27.953	-0.003	0.005	-0.009
Si	6.588	1.654	28.044	0.003	0.01	-0.025
Si	6.588	-9.948	27.987	-0.002	-0.002	-0.021
Si	10.46	-6.079	27.898	-0.005	0.005	0.007
Si	10.418	-2.219	27.91	-0.006	-0.004	0.007
Si	10.448	1.618	27.936	0	-0.001	0.008
Si	10.464	-9.943	27.947	-0.009	-0.005	0.003
Si	14.31	-6.108	27.975	0.003	0.017	-0.006
Si	14.286	-2.24	28.023	0	0.001	-0.013
Si	14.34	1.608	28.033	0.001	0.004	-0.014
Si	14.347	-9.916	28.05	0	-0.007	-0.019
Si	4.61	-6.078	29.324	-0.005	0.001	0.006
Si	4.596	-2.215	29.307	-0.002	0.001	0.004
Si	4.622	1.656	29.333	-0.001	-0.001	0.008
Si	4.623	-9.947	29.3	-0.004	0.006	0.005
Si	8.539	-6.082	29.322	-0.001	-0.004	0.009
Si	8.485	-2.214	29.304	0.008	-0.004	0.01
Si	8.538	1.651	29.345	0	-0.002	0.008
Si	8.528	-9.941	29.329	0.009	-0.001	0.005
Si	12.368	-6.073	29.318	-0.002	-0.008	0.009
Si	12.332	-2.218	29.329	0.003	0.003	0.004
Si	12.372	1.643	29.331	-0.002	-0.001	0.009
Si	12.378	-9.951	29.342	-0.001	0.008	0.002
Si	0.792	-6.088	29.307	0.001	-0.004	0.004
Si	0.769	-2.21	29.334	0	-0.003	0.009
Si	0.805	1.643	29.348	0	0.002	0.007
Si	0.826	-9.927	29.336	0.004	-0.003	0.005
Si	0	1.934	2.05	0.04	-0.014	0.023
Si	0	5.801	2.05	-0.017	-0.136	-0.022
Si	0	-5.801	2.05	0.014	0.127	-0.031
Si	0	-1.934	2.05	0.028	-0.014	0.001
Si	3.867	1.934	2.05	0.013	0.024	0.029
Si	3.867	5.801	2.05	0.023	-0.084	-0.007
Si	3.867	-5.801	2.05	-0.006	0.114	-0.01
Si	3.867	-1.934	2.05	0.01	0.03	0.028
Si	7.734	1.934	2.05	0.031	0.056	0.01
Si	7.734	5.801	2.05	0.036	-0.12	-0.011
Si	7.734	-5.801	2.05	-0.001	0.003	-0.038
Si	7.734	-1.934	2.05	0.016	0.018	0.004
Si	-3.867	1.934	2.05	-0.045	0.096	-0.014
Si	-3.867	5.801	2.05	-0.039	-0.066	-0.017
Si	-3.867	-5.801	2.05	-0.058	0.018	-0.024
Si	-3.867	-1.934	2.05	-0.057	-0.014	0.001
Si	-1.934	1.934	3.417	-0.029	-0.006	0.412
Si	-1.934	5.801	3.417	0.163	-0.212	-0.196
Si	-1.934	-5.801	3.417	0.094	0.335	-0.117
Si	-1.934	-1.934	3.417	0.051	0.071	0.389
Si	1.934	1.934	3.417	-0.127	0.221	0.28
Si	1.934	5.801	3.417	-0.058	-0.187	0.196
Si	1.934	-5.801	3.417	-0.089	-0.145	-0.288
Si	1.934	-1.934	3.417	-0.173	-0.043	0.141
Si	5.801	1.934	3.417	-0.071	-0.067	0.213
Si	5.801	5.801	3.417	-0.177	-0.36	-0.247
Si	5.801	-5.801	3.417	0.05	0.33	-0.442
Si	5.801	-1.934	3.417	-0.023	-0.014	0.161
Si	9.668	1.934	3.417	0.116	0.315	-0.257
Si	9.668	5.801	3.417	0.036	-0.237	-0.363
Si	9.668	-5.801	3.417	0.046	0.17	-0.652
Si	9.668	-1.934	3.417	0.103	-0.072	-0.028
Si	-1.961	0.004	4.854	0.007	-0.011	-0.006
Si	-1.93	3.883	4.818	0.006	-0.008	-0.003
Si	-1.842	-7.733	4.709	-0.007	0.002	-0.004
Si	-1.935	-3.86	4.83	-0.011	0.004	0
Si	1.883	0.008	4.787	0.001	0	-0.001
Si	1.899	3.873	4.864	-0.008	0.003	0
Si	1.933	-7.734	4.769	0	-0.001	0.002
Si	1.932	-3.9	4.766	0.001	0.004	0.003
Si	5.792	-0.007	4.818	0	0.003	-0.006
Si	5.741	3.859	4.813	0.011	-0.006	-0.004
Si	5.771	-7.73	4.683	0.003	0.001	0.014
Si	5.841	-3.875	4.794	0.006	0.005	-0.003
Si	9.696	0.028	4.736	-0.001	0.004	-0.005
Si	9.664	3.878	4.795	-0.007	0.002	-0.006
Si	9.701	-7.728	4.685	-0.011	-0.002	-0.013
Si	9.688	-3.892	4.763	0.01	-0.001	0.001
Si	-0.016	0.083	6.238	-0.008	-0.008	0.001
Si	-0.053	3.94	6.296	-0.003	-0.017	-0.008
Si	0.016	-7.728	6.161	-0.004	-0.007	-0.012
Si	0.035	-3.934	6.175	0	0.002	0
Si	3.796	-0.068	6.15	-0.002	0.001	0.004
Si	3.825	3.788	6.27	-0.001	-0.01	0.003
Si	3.893	-7.783	6.065	0.008	0.002	-0.01
Si	3.877	-4.026	6.091	-0.003	0.008	0.009
Si	7.806	0.031	6.108	0.008	-0.005	0.004
Si	7.703	3.884	6.126	0.011	-0.001	0.003
Si	7.727	-7.69	5.912	-0.001	-0.012	-0.01
Si	7.796	-3.836	6.17	0.001	-0.016	-0.002
Si	-3.942	0.061	6.221	-0.008	-0.015	0.009
Si	-3.871	3.936	6.176	0.001	0.059	0.053
Si	-3.795	-7.678	5.931	0.019	0.044	0.096
Si	-3.902	-3.815	6.196	-0.007	0	0.009
Si	-0.148	2.035	7.716	0.014	0.013	0.007
Si	-0.041	5.917	7.689	0.006	0.011	0.009
Si	0.049	-5.865	7.628	0.009	-0.006	0.003
Si	0.165	-1.961	7.453	0.015	0.011	0.017
Si	3.709	1.781	7.637	-0.002	-0.003	0.007
Si	3.868	5.825	7.515	-0.024	0.005	0.005
Si	3.956	-5.934	7.53	-0.01	-0.002	0.011
Si	3.906	-2.108	7.384	0.002	0.009	0.016
Si	7.708	1.961	7.494	-0.017	-0.007	-0.008
Si	7.7	5.925	7.305	-0.012	-0.004	0.01
Si	7.798	-5.869	7.377	-0.02	0.021	-0.001
Si	8.458	-1.879	7.364	0.002	0.011	-0.022
Si	-4.004	2.039	7.576	0.007	0.005	-0.015
Si	-3.838	5.989	7.389	-0.007	-0.059	-0.072
Si	-3.803	-5.853	7.399	0.005	-0.055	-0.051
Si	-4.558	-1.884	7.462	0.014	0.004	-0.016
Si	-2.057	6.598	8.842	0.018	0.011	-0.006
Si	-1.964	-6.415	8.8	-0.007	-0.025	-0.011
Si	2.074	-2.268	8.847	-0.02	-0.037	-0.019
Si	1.768	2.047	9.108	-0.016	0.011	-0.048
Si	2.002	6.483	8.823	0.001	0.002	-0.018
Si	2.036	-6.567	8.773	0.009	0.009	-0.005
Si	5.767	1.576	8.755	-0.002	0.003	-0.01
Si	5.845	6.497	8.629	0.031	0.037	-0.006
Si	5.967	-6.536	8.69	-0.008	-0.034	-0.012
Si	-2.189	1.764	9.034	0.012	0.002	-0.001
Si	-5.841	6.584	8.449	0.001	0.103	0.009
Si	-5.74	-6.493	8.565	0.019	-0.123	-0.033
Si	-5.925	2.25	8.966	0.004	0.036	0.033
Si	-5.822	5.265	10.307	-0.017	0.003	0.033
Si	-5.49	-5.139	10.445	0.02	0.027	0.057
Si	4.64	-8.014	30.694	-0.137	-0.032	-0.109
Si	4.64	-4.147	30.694	-0.201	0.029	-0.072
Si	4.64	-0.28	30.694	-0.167	-0.065	-0.059
Si	4.64	-11.881	30.694	-0.168	0.079	-0.074
Si	8.507	-8.014	30.694	0.078	0.06	0.021
Si	8.507	-4.147	30.694	0.113	0.022	-0.096
Si	8.507	-0.28	30.694	0.073	-0.114	0.005
Si	8.507	-11.881	30.694	0.149	0.052	0.032
Si	12.374	-8.014	30.694	-0.113	0.089	0.001
Si	12.374	-4.147	30.694	-0.107	-0.025	0.034
Si	12.374	-0.28	30.694	-0.084	-0.069	0.058
Si	12.374	-11.881	30.694	-0.06	-0.079	0.045
Si	0.773	-8.014	30.694	0.239	0.144	0.092
Si	0.773	-4.147	30.694	0.098	-0.092	-0.083
Si	0.773	-0.28	30.694	0.169	-0.071	0.176
Si	0.773	-11.881	30.694	0.157	0.064	-0.025
Si	6.574	-8.014	32.061	0.01	-0.001	-0.044
Si	6.574	-4.147	32.061	0.015	-0.008	-0.049
Si	6.574	-0.28	32.061	0.012	-0.016	-0.04
Si	6.574	-11.881	32.061	0.002	0.018	-0.027
Si	10.441	-8.014	32.061	-0.011	-0.006	0.021
Si	10.441	-4.147	32.061	0.001	0.022	0.025
Si	10.441	-0.28	32.061	-0.007	-0.035	0.026
Si	10.441	-11.881	32.061	-0.021	0.003	0.039
Si	-1.161	-8.014	32.061	-0.002	0.004	-0.032
Si	-1.161	-4.147	32.061	0	0.019	-0.025
Si	-1.161	-0.28	32.061	0.005	-0.009	-0.015
Si	-1.161	-11.881	32.061	-0.02	0.008	-0.017
Si	2.706	-8.014	32.061	-0.018	0.015	0.043
Si	2.706	-4.147	32.061	0.022	0.011	0.039
Si	2.706	-0.28	32.061	-0.005	-0.045	0.044
Si	2.706	-11.881	32.061	-0.002	0.005	0.048
Si	6.574	-6.081	33.428	-0.024	-0.008	-0.001
Si	6.574	-2.213	33.428	-0.005	-0.037	0.002
Si	6.574	1.654	33.428	-0.017	0.013	0.01
Si	6.574	-9.948	33.428	-0.007	0.055	-0.002
Si	10.441	-6.081	33.428	-0.013	0.005	-0.006
Si	10.441	-2.213	33.428	0.032	-0.004	0.003
Si	10.441	1.654	33.428	0.001	-0.014	-0.005
Si	10.441	-9.948	33.428	0.025	0.034	0.009
Si	-1.161	-6.081	33.428	-0.002	0.004	-0.002
Si	-1.161	-2.213	33.428	0.016	-0.009	0.015
Si	-1.161	1.654	33.428	0.01	-0.031	0.004
Si	-1.161	-9.948	33.428	-0.01	0.016	0.014
Si	2.706	-6.081	33.428	0.018	-0.01	-0.01
Si	2.706	-2.213	33.428	-0.014	0.007	-0.006
Si	2.706	1.654	33.428	0	-0.021	-0.013
Si	2.706	-9.948	33.428	-0.006	0.02	-0.007
Si	0	0	0.683	-0.011	0.013	0.015
Si	0	3.867	0.683	-0.011	0.019	-0.015
Si	0	7.734	0.683	-0.042	0.018	0.008
Si	0	-3.867	0.683	-0.01	-0.045	-0.022
Si	3.867	0	0.683	-0.019	-0.003	0.012
Si	3.867	3.867	0.683	-0.011	0.02	-0.016
Si	3.867	7.734	0.683	0.012	0.012	0
Si	3.867	-3.867	0.683	-0.048	-0.049	-0.014
Si	7.734	0	0.683	-0.013	0	0.013
Si	7.734	3.867	0.683	-0.033	0.013	-0.011
Si	7.734	7.734	0.683	-0.028	0.042	-0.002
Si	7.734	-3.867	0.683	-0.025	-0.036	0.002
Si	-3.867	0	0.683	0.052	0.004	0.014
Si	-3.867	3.867	0.683	0.077	-0.001	-0.014
Si	-3.867	7.734	0.683	0.038	0.021	0.001
Si	-3.867	-3.867	0.683	0.076	-0.028	-0.008
Si	0.855	-6.116	21.545	-0.004	-0.011	-0.013
Si	1.72	-3.028	21.154	0.01	0.018	-0.012
Si	0.419	-13.83	21.696	0	-0.007	-0.012
Si	1.264	-10.823	21.111	-0.004	0.004	-0.001
Si	3.733	-7.228	20.733	0.006	-0.012	-0.012
Si	4.486	-1.969	21.693	0.008	0.002	0.01
Si	4.26	-10.208	21.115	-0.015	0.006	-0.002
Si	7.085	-11.419	20.013	-0.006	0	-0.02
Si	11.264	-7.997	19.856	0	0.004	-0.003
Si	7.369	-1.761	20.907	-0.031	-0.012	-0.007
Si	8.283	-14.24	20.897	-0.001	-0.001	-0.01
Si	9.72	-10.311	21.382	0.014	-0.008	-0.004
Si	11.289	-2.699	21.128	-0.016	-0.021	0.01
Si	13.369	-13.906	19.915	0.005	-0.003	-0.005
Si	10.686	-5.671	21.721	0.008	0.005	-0.002
Si	12.11	-12.018	21.773	0.001	0.014	0.001
Si	-1.54	-1.278	9.833	0.006	-0.013	0
Si	-1.766	-4.726	14.349	-0.009	-0.012	0.004
Si	6.268	-1.511	9.307	0.001	-0.023	-0.004
Si	-4.247	-2.273	9.793	0.03	0.035	0.016
Si	2.353	0.216	13.82	-0.004	-0.005	0.004
Si	0.736	-7.944	14.431	-0.003	-0.006	0.005
Si	2.57	-4.081	16.516	0	-0.005	0.004
Si	1.133	-4.794	13.789	0.009	0.001	0.005
Si	2.389	-4.545	10.869	0.009	-0.019	-0.017
Si	7.595	0.581	13.064	-0.003	0.009	-0.004
Si	4.581	-11.653	16.009	-0.013	-0.001	-0.017
Si	5.155	-3.292	11.697	0.001	-0.009	-0.011
Si	11.506	-3.346	15.942	0.001	-0.006	0.01
Si	-5.382	0.12	11.323	0.003	-0.005	-0.005
Si	7.157	-5.465	11.493	-0.015	-0.013	-0.006
Si	1.929	4.518	11.064	0.008	0.004	-0.011
Si	3.432	-14.442	21.16	-0.002	-0.002	-0.01
Si	-2.885	-9.242	11.067	-0.014	0.024	0.029
Si	1.323	-15.244	16.761	0.001	0.003	0.003
Si	5.152	-1.21	13.851	-0.007	-0.003	0.006
Si	-0.475	5.179	12.762	-0.009	-0.004	-0.014
Si	-3.254	2.15	11.932	-0.013	-0.001	-0.014
Si	9.213	-5.165	16.61	0.006	-0.001	0.003
Si	0.548	-2.463	18.293	0.003	0.006	0.001
Si	6.253	-5.891	15.785	-0.001	-0.005	0.005
Si	3.167	-13.345	18.268	0	-0.005	0.012
Si	7.927	-2.853	18.046	-0.001	0.012	0.008
Si	0.928	-11.03	18.252	0.005	0.007	0.001
Si	8.935	-13.754	15.53	0.015	-0.011	-0.002
Si	-4.783	3.754	13.847	-0.006	-0.005	-0.002
Si	4.018	-6.606	17.761	-0.003	0.005	0.011
Si	10.067	-0.931	16.846	0	0.011	0.001
Si	7.497	-11.469	16.867	-0.005	0.006	0.016
Si	5.933	2.663	11.573	0.012	0.028	0.01
Si	14.049	-7.049	16.435	0.005	0	0.001
Si	-2.969	-6.19	11.725	0.003	-0.015	-0.009
Si	13.079	-3.657	18.739	0.002	-0.007	-0.008
Si	10.976	-7.781	16.904	0.002	-0.001	0
Si	5.371	-3.024	16.268	0.007	0.006	0.003
Si	3.43	2.865	13.163	0.002	0.025	0.004
Si	-1.997	3.29	14.392	-0.001	0	0.002
Si	7.005	-7.683	13.567	-0.004	-0.012	0.005
Si	2.715	-9.159	16.467	-0.001	-0.002	0.002
Si	10.751	-15.587	19.759	0.004	0.001	-0.014
Si	13.998	-6.645	19.409	0.008	-0.002	0.001
Si	6.749	5.581	11.544	0.005	-0.011	-0.014
Si	-0.969	-13.096	17.151	-0.004	-0.004	-0.005
Si	1.244	-0.405	11.004	-0.031	0.007	-0.011
Si	9.144	-9.47	15.093	0.004	-0.003	-0.006
O	2.189	-7.021	21.234	0.007	0.003	0.016
O	1.255	-2.188	22.481	0.01	-0.023	-0.026
O	3.353	-3.043	21.191	-0.03	-0.004	0.019
O	1.809	-14.572	21.269	0.006	0.003	0.02
O	5.61	-10.965	20.585	0.016	-0.004	0.012
O	0.853	-9.856	22.369	0.025	-0.012	-0.03
O	6.852	-6.216	23.236	0.011	-0.006	-0.003
O	4.71	-6.778	21.946	-0.011	-0.004	0.006
O	4.019	-13.616	22.459	-0.012	-0.004	-0.009
O	6.489	-13.77	23.427	-0.014	0.008	-0.01
O	4.287	-9.916	22.708	0.01	-0.005	0.005
O	6.75	-9.989	23.526	-0.005	0.004	-0.023
O	10.579	-6.607	20.387	0.002	-0.015	0.002
O	10.38	-1.411	20.694	0.012	0.012	0.009
O	8.089	-2.237	22.305	0.021	-0.001	-0.021
O	8.844	-13.974	22.42	0.005	-0.009	-0.014
O	12.194	-14.99	20.195	-0.009	-0.003	0.005
O	10.539	-11.728	21.418	-0.011	0.012	0.015
O	12.154	-5.911	22.44	-0.031	0.005	-0.019
O	11.83	-2.314	22.603	-0.006	-0.001	-0.026
O	14.288	-2.22	23.417	-0.016	0	-0.021
O	12.23	-13.343	22.735	-0.023	0.011	-0.028
O	12.744	-10.665	22.457	-0.022	-0.022	-0.023
O	4.496	-5.069	23.932	-0.01	-0.023	-0.02
O	1.356	1.122	10.43	-0.011	-0.027	0.028
O	5.415	-2.168	8.084	0.011	0	0.011
O	7.838	-1.76	8.919	-0.032	-0.004	0.035
O	8.167	-8.364	14.453	0.006	-0.004	0.007
O	-3.352	4.202	14.489	-0.006	-0.003	0
O	8.694	-4.289	17.89	0.001	-0.002	0.006
O	6.188	-11.506	15.908	0.003	-0.003	0.005
O	1.499	-9.955	17.189	0.001	-0.006	0.011
O	0.703	-10.256	19.681	-0.002	-0.009	-0.002
O	5.841	-2.327	20.863	0.031	0.001	-0.002
O	4.053	-8.784	20.347	0.004	0.002	0.013
O	8.054	-2.441	19.604	-0.004	-0.003	-0.005
O	3.817	-13.737	19.725	-0.002	0.006	0.003
O	10.165	-6.387	17.056	-0.002	0.002	0.006
O	10.806	-8.465	18.367	-0.004	-0.001	-0.005
O	-5.416	2.546	14.715	-0.008	0.007	-0.008
O	-2.164	2.208	13.155	0.011	0	0.013
O	12.448	-2.83	19.991	0.009	0	0.004
O	-2.862	-3.593	14.763	-0.003	0.004	0.003
O	-0.777	-14.422	20.735	0.002	0.012	0.016
O	12.914	-12.405	20.404	0.009	-0.011	0.003
O	-0.261	-1.034	10.818	0.022	0.01	-0.006
O	-2.741	-2.164	10.483	-0.024	-0.009	-0.008
O	-0.698	4.241	14.089	-0.002	-0.008	0.009
O	-2.117	-5.804	10.365	-0.012	0.016	0.036
O	2.124	3.504	9.794	0.007	0.029	0.023
O	-1.137	-2.107	8.49	0.012	0.004	0.005
O	-4.381	5.545	11.054	0.023	-0.001	0.009
O	4.582	-2.449	12.957	0.001	0.004	0
O	2.191	-9.466	10.425	-0.001	-0.02	0.021
O	13.976	-5.598	15.704	0.001	-0.005	0.002
O	-3.019	-7.806	11.838	0.003	-0.001	-0.01
O	5.909	0.075	9.459	-0.001	0.001	0.012
O	5.952	-9.554	10.173	0.011	0	0.018
O	6.272	-8.823	12.679	0.003	0.02	0.01
O	6.271	-6.106	10.275	0.029	0.019	0.042
O	13.298	-5.178	19.28	0	0.007	0.009
O	9.533	3.718	9.733	-0.003	-0.037	-0.018
O	-1.935	5.351	12.066	0.003	0.003	-0.007
O	11.073	-1.779	15.885	-0.002	0.012	0.006
O	2.879	-11.068	20.933	-0.005	0.003	0.013
O	8.505	-4.699	10.996	-0.005	-0.01	0
O	6.46	-0.575	13.129	0.01	0.011	-0.011
O	-5.226	-1.383	10.742	-0.003	-0.006	-0.007
O	-0.459	-8.004	15.542	0.002	-0.001	0.001
O	2.212	-6.094	10.376	0.01	0.027	0.022
O	3.794	-3.01	16.704	0.001	0.002	-0.004
O	0.411	4.412	11.632	-0.008	0.008	0.006
O	5.539	-6.46	17.151	0.007	0.001	-0.003
O	4.257	-12.629	17.284	0.004	0.013	-0.004
O	4.549	2.118	12.237	-0.011	0.005	0.006
O	2.128	-4.224	14.95	0.004	0	0.003
O	5.787	2.709	9.955	-0.004	-0.008	0.017
O	5.645	-4.414	15.446	-0.001	0.006	0.004
O	1.715	-4.367	12.331	-0.003	-0.007	0.002
O	5.943	-6.933	14.561	-0.001	0.006	0.002
O	0.983	-6.425	13.883	-0.001	-0.006	0
O	10.486	-4.116	21.257	0.014	0.026	0.011
O	8.436	-10.26	16.325	-0.002	-0.005	-0.005
O	7.724	1.248	14.543	0.007	-0.003	0.003
O	1.937	-12.297	18.479	-0.002	0	0.008
O	10.424	-8.71	15.713	-0.011	-0.007	0.005
O	8.304	-12.882	16.752	-0.004	-0.003	0.006
O	3.948	-4.074	10.934	-0.005	0.013	0.008
O	9.652	5.005	13.898	-0.001	0.001	0.02
O	-4.761	-3.813	9.828	-0.018	-0.022	0.013
O	9.578	-14.462	19.925	0.009	-0.009	0.009
O	5.63	-1.733	15.317	-0.002	-0.016	0.006
O	3.035	-5.534	17.05	0.001	0.008	0
O	9.712	-15.026	16.11	-0.001	-0.012	0.006
O	12.539	-7.603	16.536	-0.005	-0.002	0.005
O	8.376	5.557	11.318	-0.011	0.007	-0.01
O	-0.316	-6.657	20.543	-0.005	0.006	0.007
O	0.291	-14.007	16.721	-0.002	-0.003	0.003
O	0.667	-1.029	17.544	-0.001	0	0.003
O	2.664	-14.724	17.543	-0.005	-0.005	0
O	1.628	-15.669	15.214	-0.001	0.002	0.002
O	-0.802	-6.975	17.947	-0.001	-0.001	0.007
O	9.535	1.086	10.128	0.005	-0.007	-0.003
O	10.751	-9.206	20.797	-0.001	0.008	0.011
O	1.164	-4.552	21.178	0	0.012	0.012
O	9.495	-6.09	22.752	0.005	-0.001	0.008
O	-0.475	-11.629	17.679	0.001	0	0.006
O	7.165	1.698	11.972	0.001	-0.018	0.011
O	-0.331	-4.072	13.934	0	-0.002	-0.004
O	6.22	-4.384	12.263	-0.003	0.006	-0.011
O	4.032	-0.473	21.225	-0.004	0.009	0.009
O	2.915	4.177	12.326	0.014	-0.026	0.017
O	13.602	-12.937	15.812	0.007	-0.003	0.01
O	6.363	-2.94	17.563	0.009	0.001	-0.004
O	4.061	3.228	14.599	0.001	0.011	0.017
O	12.087	-3.698	17.439	0.001	0.001	0
O	8.677	-1.741	17.121	0.005	0	0.009
O	2.335	-1.206	10.09	0.034	0.007	0.035
O	10.861	-0.603	18.218	-0.007	-0.002	0
O	-1.01	-2.911	18.338	0	-0.002	0.01
O	4.053	-6.37	19.378	0.005	0.006	-0.004
O	-4.484	3.177	12.335	0	-0.003	0.013
O	1.166	-2.317	19.797	0.003	-0.012	0.026
O	8.312	-10.488	20.578	-0.012	-0.005	0.007
O	0.272	-8.899	13.183	0.001	0.002	0.002
O	1.324	-3.599	17.429	0.002	0.002	0.002
O	-2.524	2.522	10.494	-0.012	0.005	0.034
O	-3.923	0.66	11.84	0.002	0.006	-0.007
O	13.641	-13.841	18.312	0.002	0.005	0.003
O	12.888	-7.768	19.844	0.004	0.001	0.008
O	-2.292	-5.607	13.081	0.009	0.01	0.019
O	3.925	-10.183	16.156	0.01	-0.013	0.004
O	-2.16	0.155	9.383	-0.004	-0.001	-0.005
O	0.53	-12.24	21.375	0.012	0.008	0.012
O	7.362	-15.594	20.829	0.003	0.005	0.012
O	3.355	-8.051	17.458	-0.005	-0.005	0.002
O	9.373	-9.818	22.892	0	-0.002	0.003
O	3.934	-0.144	13.982	-0.004	-0.007	-0.007
O	2.124	-8.496	15.095	0.002	-0.001	0.006
O	10.154	-4.235	15.642	0	-0.003	0.003
O	1.63	-0.556	12.575	0.007	0.01	0.015
O	7.376	-12.982	20.386	0	0.006	0.012
O	7.878	-5.759	15.887	0.001	-0.001	0.001
O	1.692	-3.673	9.658	0.001	-0.029	-0.004
O	9.034	0.012	12.561	-0.016	-0.004	0.007
O	-4.517	-5.664	11.657	-0.023	0.01	-0.036
O	7.054	-11.213	18.402	0.008	-0.009	-0.022
O	6.249	4.15	12.123	-0.007	-0.018	-0.006
O	7.659	-6.601	12.539	-0.003	0.013	-0.01
O	2.22	1.814	13.477	-0.004	-0.013	-0.003
O	5.915	-2.279	10.681	-0.012	-0.011	-0.002

Results
free energy: -279139.896 eV
free energy less fixed offsets of O -568.88, Si -635.61 eV per atom: -13.576 eV

The program warned: the cutoff lies below the one the program advises for these potential files; the forces do not sum to zero within the program's tolerance; the exchange-correlation potential is rough where the density is thin.
